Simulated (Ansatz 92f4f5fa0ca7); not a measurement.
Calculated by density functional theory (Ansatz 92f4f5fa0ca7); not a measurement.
Periodic cell of 210 atoms, Si128O78As4, from a study of silicon, its oxide and their interface. The atomic structure is a simulated model.
Doubt: the cutoff is far below the 930 eV that the study's wrapper takes by default for these files, so forces and energies are approximate.
This geometry differs little from another in the collection (a relaxation step or a small displacement).

Settings
functional: PBE
potential files: Ansatz PAW
basis: plane waves
wave-function cutoff: 580 eV
density cutoff ratio: 5
exchange-correlation grid ratio: 1
k mesh: 1 x 1 x 1, Gamma-centred
self-consistency stop: 5e-08 eV per atom in the density residual
occupations: fixed
spin: none
net charge: 0

Cell vectors (angstrom)
a 10.938 0 0
b 0 10.938 0
c 0 0 31.6316

Atoms and the computed forces on them: element, x, y, z (angstrom), force x, y, z (eV/angstrom)
Si -0.4478 0.4961 24.2438 0.5113 -0.3392 -0.0365
Si 6.0786 -0.5705 24.0117 -0.4939 0.3923 -0.4033
Si 2.2424 3.1474 24.425 0.3961 -0.4173 -0.0314
Si 8.8429 2.2458 24.0766 -0.4327 0.4301 -0.3275
Si 0.6166 4.9324 24.3412 -0.2444 0.5063 0.059
As 5.0203 5.9144 24.1008 0.1532 -0.1068 -0.1556
As 3.2087 7.713 24.1142 -0.1725 0.0476 -0.3837
Si 7.7532 8.5572 24.1828 0.1658 -0.5657 0.26
Si 1.2793 1.3869 25.6118 -0.0618 0.0069 0.0959
Si 6.9476 1.293 25.2823 0.0906 0.0339 0.0185
Si 4.0957 4.1481 25.512 -0.0463 0.1208 0.0493
Si 9.6252 4.0557 25.4215 0.0644 -0.047 -0.0149
Si 1.4944 6.7748 25.557 0.0464 -0.1074 0.1055
Si 6.745 6.89 25.5403 -0.132 0.0531 0.019
Si 4.2162 9.5258 25.3606 0.0592 -0.0633 0.2459
Si 9.5388 9.5771 25.4134 -0.0541 0.1145 -0.0738
Si 2.7687 -0.0376 26.7709 0.0321 0.0008 0.0553
Si 8.2092 -0.0049 26.8384 0.0388 -0.0293 0.064
Si -0.0474 2.7618 26.9406 0.0377 -0.0324 0.0557
Si 5.5387 2.688 26.7328 -0.0912 -0.0085 0.0328
Si 2.7883 5.451 26.9479 -0.2211 -0.2532 0.0548
Si 8.2017 5.4489 26.7726 -0.0063 0.1085 0.0096
Si 0.0142 8.2074 26.7828 -0.004 -0.1002 -0.0004
Si 5.4271 8.2267 26.9083 0.2805 0.2293 0.0338
Si 4.1018 1.3673 28.2134 0.2296 -0.0768 -0.7286
Si 9.5708 1.3673 28.2134 -0.3687 -0.1346 0.4434
Si 1.3673 4.1018 28.2134 -0.0287 0.0317 0.5808
Si 6.8362 4.1018 28.2134 0.1241 -0.2284 -0.5827
Si 4.1018 6.8362 28.2134 0.0942 0.1852 0.7624
Si 9.5708 6.8362 28.2134 0.0166 -0.0646 -0.5968
Si 1.3673 9.5708 28.2134 0.1711 -0.064 -0.4861
Si 6.8362 9.5708 28.2134 0.0232 0.163 0.1823
Si 0 0 29.5806 -0.0275 0.0864 -0.0188
Si 5.469 0 29.5806 0.0794 0.023 0.034
Si 2.7345 2.7345 29.5806 -0.0861 0.0355 -0.0236
Si 8.2035 2.7345 29.5806 -0.0337 -0.1151 0.0461
Si 0 5.469 29.5806 0.0722 -0.0054 0.0426
Si 5.469 5.469 29.5806 -0.0177 0.111 -0.0189
Si 2.7345 8.2035 29.5806 -0.0306 -0.1053 0.0399
Si 8.2035 8.2035 29.5806 -0.0208 0.0663 -0.0314
Si 1.3673 1.3673 30.9479 0.0688 -0.0393 0.0068
Si 6.8362 1.3673 30.9479 -0.0184 0.1083 0.0112
Si 4.1018 4.1018 30.9479 0.0338 -0.051 -0.003
Si 9.5708 4.1018 30.9479 -0.0661 -0.0152 -0.0094
Si 1.3673 6.8362 30.9479 -0.0216 0.0745 0.0152
Si 6.8362 6.8362 30.9479 0.0771 -0.0722 0.0038
Si 4.1018 9.5708 30.9479 -0.055 0.0169 -0.0147
Si 9.5708 9.5708 30.9479 0.0306 -0.0879 0.0005
Si 2.7345 0 0.6835 0.011 -0.0339 0.0259
Si 8.2035 0 0.6835 -0.0384 0.0422 -0.0201
Si 0 2.7345 0.6835 0.0027 0.0164 0.009
Si 5.469 2.7345 0.6835 0.0149 -0.0125 0.0308
Si 2.7345 5.469 0.6835 -0.0333 0.0068 -0.0112
Si 8.2035 5.469 0.6835 -0.0087 0.0225 0.0332
Si 0 8.2035 0.6835 0.0191 -0.0059 0.0346
Si 5.469 8.2035 0.6835 -0.0324 0.0346 0.0019
Si 4.1018 1.3673 2.0507 -0.0305 0.025 0.0401
Si 9.5708 1.3673 2.0507 -0.0864 -0.0035 -0.0112
Si 1.3673 4.1018 2.0507 0.061 -0.0019 0.0041
Si 6.8362 4.1018 2.0507 0.0514 -0.0523 0.0233
Si 4.1018 6.8362 2.0507 -0.0149 -0.0552 -0.0049
Si 9.5708 6.8362 2.0507 -0.0554 -0.0018 0.0376
Si 1.3673 9.5708 2.0507 0.02 0.001 0.0406
Si 6.8362 9.5708 2.0507 0.1163 0.0041 -0.0143
Si 0 0 3.418 0.0803 0.0028 0.5314
Si 5.469 0 3.418 -0.0276 -0.0257 0.6002
Si 2.7345 2.7345 3.418 -0.1591 -0.0854 -0.2888
Si 8.2035 2.7345 3.418 -0.0008 -0.116 -0.7148
Si 0 5.469 3.418 0.1742 0.0567 0.4332
Si 5.469 5.469 3.418 -0.3082 0.105 0.3679
Si 2.7345 8.2035 3.418 -0.0531 -0.0294 0.0231
Si 8.2035 8.2035 3.418 0.0511 0.3188 -0.5384
Si 1.3828 1.413 4.8266 0.128 0.087 -0.0697
Si 6.8798 1.4208 4.795 0.0557 -0.1535 -0.1249
Si 4.0179 4.0909 4.8038 0.0792 0.0608 0.0386
Si 9.5545 4.0409 4.7528 0.1558 -0.0672 -0.0823
Si 1.3864 6.8766 4.8549 -0.222 -0.0458 0.0099
Si 6.8227 6.9304 4.7492 -0.0594 0.1007 -0.0444
Si 4.0528 9.5369 4.8482 0.0288 0.1294 -0.0888
Si 9.5573 9.5294 4.8073 -0.1222 -0.1197 -0.0512
Si 2.6857 0.023 6.2365 0.0257 -0.022 -0.2775
Si 8.2552 0.0061 6.1583 -0.0892 0.0862 -0.2668
Si -0.0218 2.7209 6.2282 -0.0351 -0.0061 -0.3149
Si 5.4691 2.7734 6.1344 0.0806 0.1177 -0.08
Si 2.6512 5.4277 6.2794 -0.015 0.0207 -0.154
Si 8.1987 5.505 5.9583 0.056 -0.0137 -0.2625
Si -0.0595 8.2122 6.2786 0.071 0.0404 -0.2967
Si 5.4588 8.199 6.2591 -0.0843 0.0259 -0.209
Si 4.6479 0.9107 7.3222 -0.5047 0.2067 0.3861
As 10.0062 0.9157 7.6062 -0.1675 0.083 0.2926
Si 0.7002 4.6104 7.5322 0.3056 -0.5755 0.3286
Si 6.3701 4.7252 7.1936 0.3223 -0.6107 0.1915
Si 4.5708 6.2829 7.3966 -0.3831 0.5022 0.2156
Si 9.9121 6.2698 7.3878 -0.4523 0.535 0.3552
As 0.8907 10.037 7.6299 0.1123 -0.1403 0.3126
Si 6.3429 10.1526 7.3459 0.4573 -0.2896 0.309
O 4.7113 1.21 9.0003 0.3695 -0.2295 -0.16
O 6.6089 10.2399 9.0336 -0.25 0.2515 -0.1988
O 9.1654 6.3291 8.9289 0.3142 -0.218 -0.1804
O 0.7231 4.2084 9.1698 -0.1329 0.1853 -0.3127
O 4.301 6.563 9.017 0.1588 -0.143 -0.1976
O 7.0082 4.6338 8.72 -0.0694 0.1505 0.0404
O 5.6699 -0.1397 22.425 0.223 -0.2654 0.4644
O 8.2204 7.5948 22.8749 -0.1831 0.228 0.1304
O 23.6522 6.5395 20.8066 -0.0518 0.0006 0.1596
O 2.6508 2.3144 23.0508 -0.1034 0.1807 0.0132
O 8.6892 2.7659 22.452 0.1173 -0.0953 0.434
O 11.1281 0.103 22.7356 -0.1209 0.1384 0.1386
Si 1.1238 2.6958 13.1653 -0.0515 -0.0848 0.1581
Si 15.739 2.8571 16.5918 -0.0056 -0.1024 0.0144
Si 7.9489 -4.9084 14.0996 -0.0879 0.0849 0.0678
Si 2.9403 1.7054 21.6009 0.0046 -0.0036 -0.2192
Si 24.8048 -5.8864 17.5869 -0.001 -0.0565 0.1199
Si 6.4419 10.15 16.9116 -0.0537 0.004 -0.0282
Si 13.2319 -0.6871 20.0817 0.2146 0.0567 -0.1672
Si 12.4993 -1.3758 15.6182 0.0319 0.0698 0.0182
Si 1.1611 15.4804 10.7031 0.0232 0.0751 0.1968
Si 7.749 2.8251 10.9417 -0.1204 0.1071 0.2003
Si 13.1438 -3.6311 19.4246 0.0916 0.0997 -0.1443
Si 14.1968 1.0075 14.5177 -0.0002 -0.0017 0.0903
Si 7.9524 -2.8024 18.6828 -0.0048 0.06 -0.2245
Si 10.4748 -0.292 21.2895 0.1328 0.0537 -0.2526
Si 22.2333 5.8489 21.2612 0.1624 -0.129 -0.2422
Si 9.5181 3.2906 18.2887 0.1321 -0.0348 -0.0743
Si 16.5603 11.7675 21.1105 -0.1599 0.0301 -0.1844
Si 23.0268 3.3688 19.5601 0.065 -0.0549 -0.2332
Si -0.0776 9.4989 12.8717 0.0268 0.0512 0.1235
Si 8.1559 5.2958 9.6884 -0.2223 -0.0764 0.188
Si 6.0898 0.6945 9.7795 -0.0938 0.0255 0.222
Si 6.3579 8.5826 14.2755 0.012 0.0024 0.068
Si 25.369 18.5423 14.5539 0.0567 0.0704 0.0401
Si -3.2232 1.8325 16.1517 0.0058 -0.059 0.0157
Si 8.8801 -3.0473 21.4217 0.0463 0.0704 -0.3225
Si 5.0075 21.4312 12.3555 -0.1023 -0.1299 0.1374
Si 2.6301 -2.0104 11.7552 0.0752 0.1268 0.2336
Si 20.1974 1.2745 13.3453 0.0594 0.021 0.1006
Si 21.6602 8.2814 17.6295 0.0332 0.0457 -0.0904
Si 4.3679 0.448 18.4074 -0.1168 -0.0087 -0.0808
Si 1.7619 5.3629 14.7847 0.0384 -0.0542 0.0873
Si 8.5245 2.1299 20.9459 -0.0636 -0.0233 -0.235
Si 14.6055 6.311 10.4864 0.1102 -0.0403 0.163
Si 6.2814 5.2746 11.8262 0.1476 -0.1707 0.1484
Si 10.6037 17.3841 12.7889 -0.0965 0.0251 0.1196
Si 19.9312 -4.9149 16.9515 -0.0408 -0.0196 -0.0984
O 18.7902 6.7175 17.8855 0.0023 0.0165 0.0892
O 31.8774 -4.1413 20.9682 -0.049 -0.0385 0.0806
O 6.7234 9.6901 15.392 0.036 -0.0418 -0.0616
O 13.1882 12.4766 13.3518 -0.027 0.0293 -0.0951
O 9.6782 -6.0914 17.8283 -0.0226 0.0109 0.0316
O 6.4159 14.6117 11.4586 0.0147 -0.0227 -0.0192
O 14.1504 17.3759 18.4451 -0.0286 -0.0081 0.0246
O 8.4386 12.9016 12.1298 -0.054 0.0457 -0.1117
O 0.623 6.3285 14.1182 0.0085 0.0002 -0.0432
O 13.2743 4.007 18.6715 -0.0306 -0.0135 0.0635
O 5.9958 9.2782 12.8453 -0.0204 0.031 -0.0734
O 10.6142 2.1302 13.6393 0.0337 0.033 -0.0279
O 12.7859 2.315 20.5664 0.0351 -0.0296 0.069
O 19.2494 1.3608 14.6907 0.0042 -0.002 -0.0784
O 7.672 18.5761 14.1451 -0.0148 0.0428 -0.0109
O -5.0879 0.5339 11.3868 0.1026 0.0566 -0.1562
O 4.5111 -8.9044 21.2785 0.0324 0.0273 0.0767
O 11.2549 5.5288 22.8341 0.1092 -0.0967 -0.0073
O 12.1028 -1.2765 11.7837 -0.0248 -0.0102 -0.065
O 5.2359 10.9646 19.7326 0.0973 0.0026 0.1283
O 2.442 -0.0074 15.5095 -0.024 0.001 -0.0371
O 11.4895 -1.4527 14.3595 -0.0349 -0.0064 -0.0459
O 9.2142 5.6787 13.1405 0.1052 -0.014 -0.0688
O 13.9773 -24.3762 13.248 -0.0503 0.0121 -0.1218
O 17.2999 -8.1567 16.0653 -0.0179 0.0346 -0.0167
O 2.7145 5.0085 10.58 -0.0295 -0.0785 -0.0728
O 6.8128 9.083 18.0572 0.0195 -0.0718 0.1215
O 0.8191 -3.4093 18.6133 -0.0253 -0.0559 0.0589
O 9.62 -9.9856 20.7032 0.0864 -0.0328 0.0597
O 11.6118 -0.7014 20.1901 -0.1713 0.02 0.1219
O 18.2792 -10.3898 17.083 0.0204 0.0097 0.0206
O 4.8536 10.4714 17.1386 0.0374 0.0117 0.0509
O 3.204 16.9524 14.3711 -0.0105 -0.0194 -0.0531
O 4.8419 5.9956 11.5874 -0.106 0.0686 -0.1189
O 7.0476 1.5054 20.8442 0.0249 0.0261 0.1084
O 14.7199 10.0113 11.377 0.0056 -0.0175 -0.0206
O 7.2771 12.7642 9.7362 -0.0016 -0.0857 -0.1738
O 8.8876 2.5648 16.9861 -0.0044 0.0324 0.0558
O -0.6927 -2.9163 12.5329 0.0253 -0.0544 -0.0512
O 7.3681 17.031 10.8894 0.0617 0.0623 -0.0664
O 19.5928 3.1702 19.6819 -0.0551 -0.0007 0.1398
O 13.7335 11.0992 18.76 -0.0073 -0.015 0.0752
O 10.1249 7.1598 16.5774 -0.0067 0.0161 0.0586
O 8.8281 14.8786 10.3681 0.0707 0.0162 -0.1119
O 7.7107 7.9073 20.2758 0.0378 -0.0059 0.0819
O 15.5452 -8.9329 17.9808 0.0007 0.0117 0.0192
O 13.6788 -3.3071 10.7866 0.0139 -0.0322 -0.056
O 2.5764 8.2689 15.7429 0.0114 0.0122 0.0034
O 22.1693 -6.4855 20.4256 -0.1397 0.0887 0.0867
O 11.5158 -1.4201 16.9221 -0.0107 -0.0229 -0.0342
O 14.7873 2.2235 15.4196 -0.0091 0.0394 -0.0409
O 9.5106 -1.5595 21.5307 -0.0596 -0.0406 0.1011
O 2.8322 0.0633 21.4458 -0.0168 -0.0744 0.1058
O 6.6281 5.3547 13.4285 -0.0052 -0.0027 -0.0931
O 12.4959 3.8874 14.1734 0.0009 0.0675 -0.0081
O 9.7187 -0.2502 12.8655 0.04 -0.0464 -0.0538
O 9.427 -2.0954 18.455 -0.0654 -0.0606 0.0582
O 15.4221 0.2751 13.7244 0.0304 0.0002 -0.0473
O 13.8096 8.7298 19.8818 -0.0378 -0.0451 0.0547
O 11.0059 2.6598 18.5642 -0.0042 0.047 0.0447
O 26.1663 4.3877 16.9326 0.0318 0.039 -0.0305
O 22.9466 3.1883 11.6126 0.0007 0.0006 -0.1056
O 5.0788 7.743 14.8362 -0.0673 -0.0452 0.0026
O 8.2804 5.4612 15.5933 0.0013 -0.0071 -0.019
O 0.3207 5.7374 11.4675 -0.03 -0.0004 -0.0954
O 12.7283 5.289 16.42 -0.0229 0.0004 -0.0747

Results
free energy: -145156.865 eV
free energy less fixed offsets of As -4856.12, O -568.88, Si -635.61 eV per atom: -1.665 eV

The program warned: the cutoff lies below the one the program advises for these potential files; the forces do not sum to zero within the program's tolerance; the exchange-correlation potential is rough where the density is thin.
